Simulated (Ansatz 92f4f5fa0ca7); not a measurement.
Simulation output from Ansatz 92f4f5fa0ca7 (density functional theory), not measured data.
Periodic cell of 199 atoms, Si117O82, from a study of silicon, its oxide and their interface. The atomic structure is a simulated model.

Settings: functional PBE; potential files Ansatz PAW; basis plane waves; wave-function cutoff 700 eV; density cutoff ratio 5; exchange-correlation grid ratio 2; k mesh 2 x 2 x 1, shifted by 0.5 0.5 0.5 of a step; self-consistency stop 5e-08 eV per atom in the density residual; occupations Fermi-Dirac, 0.05 eV; spin none; net charge 0.

Cell vectors (angstrom)
a  11.6376  0.0217  -0.1184
b  -0.1602  11.7627  -0.0103
c  0.9849  -3.1869  26.1579

Atoms and the computed forces on them: element, x, y, z (angstrom), force x, y, z (eV/angstrom)
Si  8.5399  10.0789  -1.241  3.0727  3.2182  1.568
Si  8.4307  5.4202  -0.1703  -3.4534  0.9165  -0.8979
Si  6.6932  8.7055  2.0094  -2.07  0.7414  0.7413
Si  1.4178  12.4402  0.738  0.8686  2.4153  -0.1278
Si  -0.3459  5.3174  0.1141  13.6968  1.85  1.4623
Si  0.7733  8.2729  0.9593  -0.0635  0.7894  -1.9177
Si  2.3921  10.6849  -0.4173  -3.2467  -0.5733  -1.5714
Si  4.4091  4.1693  0.2842  1.829  -2.519  2.6496
Si  4.2608  8.8076  0.9638  3.9615  -4.7859  -0.6642
Si  -0.8644  12.3383  2  1.6906  0.521  1.8326
Si  -0.0954  4.6069  2.1879  0.4474  -0.8104  3.1728
Si  -1.1766  8.5495  2.1809  -0.1155  -0.2724  -0.2369
Si  3.2191  12.4346  2.5926  -0.4763  -0.6803  -1.6403
Si  2.4417  4.3633  2.724  -1.305  -1.539  1.2366
Si  2.666  8.1531  2.3048  -1.1993  0.6966  1.9191
Si  5.7391  12.5434  2.589  0.6516  -0.7084  -1.3174
Si  6.5985  4.8339  2.1532  -3.5136  0.7108  2.044
Si  8.5345  8.5212  0.5578  0.4406  0.0169  0.5638
Si  -1.0186  2.5342  3.5608  1.4091  0.1887  -2.1434
Si  -0.9492  6.5885  3.4903  0.6498  -0.5168  -0.0353
Si  -1.074  10.4349  3.5319  -0.0243  0.4665  0.1363
Si  2.7724  2.1572  4.1507  -1.2545  2.334  -0.3418
Si  2.6897  6.4017  3.8063  1.0633  0.4871  0.8692
Si  2.7483  10.3945  3.6595  -0.3848  -1.1334  0.6315
Si  6.5696  2.6505  3.6486  0.0252  1.7451  -0.7488
Si  6.5775  6.7971  3.5997  1.3523  -0.4658  -0.7992
Si  6.481  10.5891  3.6222  0.4491  -1.1249  0.441
Si  8.6925  2.674  4.6486  -0.5347  -0.2852  0.8575
Si  8.7974  6.5387  4.7054  -1.4768  0.2637  1.2023
Si  8.6575  10.5563  4.8209  -0.8198  -0.5328  0.0088
Si  0.6388  2.3546  5.202  0.853  0.1755  0.182
Si  0.7538  6.5617  5.2162  0.0669  0.2636  -1.3767
Si  0.7133  10.4265  5.114  0.6976  -0.8033  -1.2123
Si  4.7855  2.6096  5.1011  -0.2273  0.9877  1.3542
Si  4.8289  6.6131  5.1242  -1.2681  -0.5413  -0.7711
Si  4.6383  10.2995  5.1429  0.1393  0.8016  -0.1302
Si  8.6119  12.5168  6.0453  -0.1292  0.3543  1.3237
Si  8.6427  4.5094  6.1335  0.9754  0.8718  -0.2672
Si  8.5858  8.548  6.3526  0.7114  -0.5479  -1.721
Si  0.7561  12.1837  6.556  -0.1913  1.2301  0.7436
Si  0.7208  4.5263  6.2854  0.7668  -0.8407  0.8822
Si  0.8471  8.5014  6.5261  -0.9308  0.0351  0.3308
Si  4.7009  12.4786  6.4833  0.507  -1.3897  -0.7226
Si  4.6832  4.6362  6.3921  -0.3776  -0.5942  -0.7412
Si  4.7957  8.4179  6.5473  -1.9458  0.8477  0.0772
Si  -1.2154  12.3856  7.8647  -0.3016  -0.1796  -0.1129
Si  -1.0293  4.527  7.8459  -0.8096  0.3437  -0.4872
Si  -1.2067  8.4173  7.9511  0.4636  -0.2246  -0.5162
Si  2.839  12.2548  7.8095  -1.1285  0.5225  -0.0267
Si  2.7158  4.5481  7.707  -0.8401  -0.2757  -0.5817
Si  2.7009  8.449  7.9291  1.1397  0.54  -0.0169
Si  6.7042  12.4351  7.6912  1.2519  -0.0019  -0.6784
Si  6.7041  4.5603  7.3751  0.3514  -0.3131  0.9428
Si  6.7001  8.6203  7.694  1.3612  -0.3654  1.9198
Si  -1.0569  2.6644  9.2609  -0.9088  -0.6476  -0.3814
Si  -1.1796  6.4275  9.3483  -0.9172  -0.2242  -0.3163
Si  -1.4965  10.3576  9.1884  -0.2238  1.0601  -0.283
Si  2.805  2.5167  9.0274  -1.5515  0.1745  -0.2384
Si  2.579  6.4317  9.1118  1.3249  -0.3695  -0.6599
Si  2.6561  10.4938  9.3346  -0.0852  -0.5845  -0.3409
Si  6.8108  2.6968  8.8869  -0.6378  0.5559  -0.5185
Si  6.6816  6.3604  8.872  0.4076  0.4431  -0.2984
Si  7.5998  10.6416  8.9793  -0.7792  -0.5161  0.1099
Si  8.5354  3.2047  10.3392  -0.0023  -0.0805  0.7217
Si  7.006  6.677  12.267  0.4315  0.8982  0.4457
Si  6.6386  11.0796  11.1354  1.1787  0.2605  -1.1941
Si  0.8168  2.5819  10.5816  1.4992  -0.4046  0.3033
Si  0.8223  6.4595  10.5178  -0.2429  -0.6716  0.5515
Si  0.5381  10.4998  10.5942  0.0395  -0.9386  0.3261
Si  4.7162  6.4192  12.2271  -0.2962  -0.6517  0.1551
Si  4.7086  5.7633  10.0275  -0.3916  -0.7222  -0.4486
Si  4.2688  10.5929  11.0959  -0.3377  -1.2608  -0.1021
Si  10.0771  12.6841  13.9451  -3.8904  0.0401  2.7491
Si  8.369  5.8055  10.4991  -0.1291  -0.3439  -1.0777
Si  11.1937  7.5485  13.5499  3.7589  -1.8885  -0.2432
Si  0.8967  12.3623  12.0106  -0.5877  0.2395  0.5963
Si  1.2574  4.5251  11.8545  0.7544  -0.0254  0.9188
Si  1.0104  8.306  11.8481  0.4342  1.319  0.5695
Si  4.7118  3.1559  10.0086  1.5735  0.7136  1.0224
Si  4.7841  2.3223  12.2978  0.5049  0.9078  0.4292
Si  3.51  8.46  12.2738  -0.1429  1.1423  0.7519
Si  7.6095  1.5291  12.0187  4.9429  -2.0274  -1.5479
Si  0.4611  5.3743  14.6695  0.721  2.405  1.8524
Si  8.657  6.2568  13.7533  -2.3649  -5.812  1.6196
Si  3.2968  12.0186  12.6448  0.5873  -0.0774  2.187
Si  3.5831  4.4433  13.0685  0.7108  -0.5985  -2.4308
Si  4.5017  9.7008  14.1693  -3.1371  0.3069  1.1285
Si  9.7759  3.7362  15.2557  -1.909  1.7786  0.9369
Si  7.3056  8.9883  13.1053  2.3453  -0.4622  -2.5705
Si  8.89  8.6659  14.7876  -1.2989  0.6048  3.4049
Si  6.7597  7.5185  21.1953  -1.8016  1.7162  -4.6326
Si  6.4944  6.2845  18.4496  0.4317  0.3846  -2.3192
Si  13.9932  7.3683  18.3747  -8.4671  -2.5257  -0.9954
Si  5.1067  4.4365  24.345  -2.4133  -1.9376  -1.3177
Si  11.8522  9.668  18.2877  2.8769  -3.632  1.1027
Si  11.5608  4.3463  21.3737  -2.5646  0.0639  2.6953
Si  2.9114  5.1436  15.0376  -0.9771  4.2268  0.8166
Si  14.1702  4.5055  22.5479  -2.4889  2.0952  7.5202
Si  4.8175  2.7173  21.9054  2.9832  11.9805  -0.1562
Si  14.214  4.0834  17.6807  -1.4934  4.6252  -2.0783
Si  9.7656  10.8934  16.5404  -4.7119  -3.8625  3.8974
Si  5.1257  7.4678  23.427  -0.4621  -2.3914  2.9226
Si  2.967  0.2724  25.088  -2.4763  1.2683  -3.4902
Si  6.4928  9.802  22.7174  -0.1965  2.0385  7.4506
Si  10.5655  10.6359  20.7434  2.2961  0.1675  1.2564
Si  8.9899  9.3556  26.4563  2.3166  2.287  -1.813
Si  13.176  6.8304  21.1588  0.4958  2.4182  0.8667
Si  10.8222  8.2899  22.5336  2.5551  -0.189  2.1172
Si  1.6042  11.6042  20.126  3.3141  -2.5778  -0.4842
Si  9.5615  1.0116  18.9261  -2.4898  -1.9325  -0.9281
Si  3.9921  11.5097  22.2147  -2.8771  1.729  -0.5144
Si  7.8976  3.5924  18.0639  9.6881  2.2739  -2.2061
Si  5.2229  3.642  19.0091  0.9625  2.5439  -0.2749
Si  4.502  7.6988  16.5576  -1.8814  -0.1788  -1.8024
Si  7.851  -0.0972  25.0048  -0.2992  -1.2561  -2.3489
Si  9.011  6.0566  22.1466  1.0293  -6.1152  1.5083
Si  12.2552  2.3809  19.1796  0.8508  -2.0432  -3.8855
O  -1.1312  9.1144  27.174  -1.823  0.0641  -1.2895
O  7.8142  9.3588  27.4191  -3.2955  0.007  3.189
O  9.9922  5.2189  -0.5671  -11.364  -0.867  -4.1964
O  7.9454  4.8494  1.3414  3.1778  0.0964  -2.65
O  5.2735  5.2632  1.0699  2.1833  0.0613  0.6146
O  3.4046  3.7483  1.5729  0.8281  -0.2932  -1.2481
O  7.7754  10.0415  11.8257  -0.6912  -0.9651  1.5594
O  8.6721  12.8462  13.136  -0.7557  -0.5845  -1.3874
O  11.3784  12.4446  13.1799  3.5839  -1.1434  -2.6965
O  9.952  6.6965  12.9698  0.4889  -0.5105  -2.8607
O  8.7221  7.0301  15.1539  -0.8032  1.2544  1.0394
O  10.3451  2.3306  14.6858  0.4925  2.052  1.1168
O  0.3711  4.5804  13.2827  -0.5327  -1.4837  -2.0169
O  -0.6368  4.8069  15.8209  0.2997  -0.8319  -1.6961
O  6.0312  9.6904  13.7088  -0.3574  1.1993  0.4989
O  8.2964  1.4752  24.8694  2.1085  0.9726  1.4344
O  8.9341  10.8221  25.6312  0.2732  -0.5617  0.3833
O  13.2261  10.4948  18.7267  -1.2432  1.3558  1.2338
O  5.2809  5.3981  19.0853  -0.3787  -2.4787  -0.6359
O  1.663  1.3233  25.1267  0.2824  -0.3269  1.3186
O  4.8945  1.3114  22.0663  -0.8982  -12.3634  1.127
O  9.9224  10.9485  -2.0401  -2.4704  -0.555  0.5006
O  4.3698  7.3869  -0.2587  0.5076  1.8029  2.2382
O  1.5987  13.9093  -0.3003  -0.7139  -3.7616  3.2969
O  0.3766  6.9184  0.0756  -0.9514  -1.4961  0.3582
O  3.7004  10.1595  0.3919  0.0803  2.1668  -1.4328
O  5.5092  2.9343  -0.2699  -1.3714  1.4738  1.0384
O  9.9285  4.4842  21.7982  -0.4335  2.9311  -0.2131
O  3.631  7.8184  24.0714  0.6755  -0.746  1.5584
O  13.8809  5.8198  17.9419  0.6995  -3.715  -0.137
O  8.6709  4.486  14.1936  1.5367  1.6986  -0.1982
O  6.4965  2.1793  12.8312  -5.5348  2.2006  1.9745
O  5.7341  3.4645  23.1688  -0.765  -1.124  -0.9011
O  12.1038  5.6889  20.6714  0.5476  0.6662  -0.5851
O  11.1662  10.357  17.0476  0.3857  0.1224  -0.6393
O  3.7468  11.26  14.2852  0.2855  -0.3903  -2.3937
O  5.916  7.0505  16.9198  1.6399  -1.3077  2.7136
O  10.4467  8.6458  14.3774  0.5759  3.2763  0.9563
O  7.2523  9.0111  21.6875  3.2792  -3.0703  -4.2517
O  0.4371  11.386  21.1877  -2.1914  -0.3732  -0.3694
O  14.3525  6.0488  22.0784  -1.4614  0.3273  -1.1146
O  3.0813  11.225  20.8613  -0.1311  0.7791  0.3316
O  3.0186  4.0694  16.1816  0.2422  -2.49  3.5338
O  8.6141  9.5514  16.2029  2.1775  0.5566  -1.0608
O  15.0942  4.3315  24.0814  -1.8976  1.008  -1.5965
O  11.63  3.0606  20.4268  -0.3733  0.402  0.7915
O  11.0543  1.3385  18.5576  3.328  1.7523  0.0642
O  8.9308  3.5884  16.6691  -1.0095  -0.9559  1.2023
O  12.7718  3.4659  17.9863  -1.1849  -1.8098  1.4304
O  12.4715  4.0117  22.7382  2.4513  1.2971  -1.3401
O  9.6609  -0.0154  20.3065  -1.1805  1.4836  -0.7088
O  9.8342  11.6255  15.2598  1.2751  3.8546  -7.3067
O  15.0184  3.497  21.8558  2.3987  -4.5026  -5.1214
O  6.7851  7.5036  19.4578  -0.2127  0.9887  2.3709
O  3.6767  6.6267  15.5503  -0.2141  -0.9529  -0.3128
O  8.8507  11.7497  17.6081  0.994  1.5521  2.4363
O  6.4692  3.263  17.8627  -8.5899  -2.1566  0.6996
O  7.3081  11.0294  23.4189  1.0176  0.5628  1.7609
O  10.4515  9.8229  22.1857  -1.1458  0.4423  -0.4711
O  3.5079  7.9684  17.8454  6.7577  3.5408  -3.6201
O  12.3844  8.0119  22.1381  1.5203  -1.646  -2.3895
O  3.6482  3.2666  18.6643  2.419  -0.1504  0.5492
O  4.5594  9.1294  15.7289  0.0122  -0.4768  -0.0483
O  13.9806  7.5729  19.8911  -0.6597  -0.5909  6.1264
O  6.149  8.6186  23.9829  0.142  0.8537  -1.5822
O  2.9271  11.4399  23.4858  1.268  1.0467  -0.1707
O  12.4451  8.0922  17.9425  0.4967  1.3499  0.1511
O  7.9929  9.1076  -2.3179  -2.0013  -1.1189  -3.7516
O  1.0992  9.5575  -0.1784  1.0429  -0.233  0.6995
O  9.8783  7.2658  21.7448  0.2333  1.5926  -1.6177
O  8.1447  7.083  -0.1877  0.6389  -2.0347  -0.1469
O  7.8622  5.3141  18.2091  -0.9872  -0.4227  1.0213
O  1.9114  1.3414  19.5705  -1.1089  1.4795  -0.0552
O  5.1646  10.46  22.2704  -1.6874  0.1212  -1.212
O  4.3377  1.0712  25.3194  -0.5146  1.5069  -2.1171
O  5.2582  7.4421  21.8294  -0.1179  -0.2065  -1.2449
O  5.5728  5.8632  23.9259  0.6738  5.5286  -1.1674
O  8.669  8.1991  25.4419  -0.1179  -2.292  -1.8552
O  5.7129  3.1827  20.4715  -1.5978  -0.9575  1.0201
O  8.7201  2.4332  19.0397  -0.9297  0.2675  -0.1561
O  10.7721  9.5442  19.5519  0.3027  0.1578  -0.4445
O  7.5563  6.1887  21.4239  1.9895  -1.9363  1.7486

Results
free energy: -120995.070 eV
free energy less fixed offsets of O -569.03, Si -635.61 eV per atom: 31.760 eV
pressure: -0.46 GPa
stress xx, yy, zz, yz, xz, xy (GPa, positive in tension): -0.09, 2.05, -0.59, -1.02, 0.28, -0.75

The program warned: the cutoff lies below the one the program advises for these potential files.
